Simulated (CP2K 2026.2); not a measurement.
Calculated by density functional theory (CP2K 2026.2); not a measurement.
Periodic cell of 444 atoms, Si328O116, from a study of silicon, its oxide and their interface. The atomic structure is a simulated model.
Doubt: the forces sum to 0.19 eV/angstrom along one axis rather than to zero, so they err by at least 0.0004 eV/angstrom per atom on average; the grid cutoff is modest.

Settings
functional: PBE
method: Gaussian and plane waves
basis set: DZVP-MOLOPT-SR-GTH
pseudopotentials: GTH-PBE
grid cutoff: 350 Ry, relative cutoff 50 Ry
k points: Gamma only
occupations: fixed
spin: none
net charge: 0

Cell vectors (angstrom)
a 16.4025 0 0
b 0 16.4025 0
c 0 0 30.5064

Atoms and the computed forces on them: element, x, y, z (angstrom), force x, y, z (eV/angstrom)
Si 16.245 0.1643 0.1652 0.0547 -0.279 -0.0999
Si 2.4983 2.9897 0.1748 0.2436 0.011 -0.3995
Si 0.0635 5.0755 0.1933 -0.0594 -0.035 -0.0532
Si 2.8623 7.9432 0.1707 -0.2076 0.0921 -0.283
Si 16.0592 11.6243 30.2618 0.0219 0.3049 -0.0178
Si 2.7507 13.4209 0.0963 -0.0427 0.1882 -0.0018
Si 5.9682 15.4462 30.3131 -0.1016 -0.2715 -0.2534
Si 8.3242 2.4238 30.3254 -0.2384 -0.1195 -0.3113
Si 5.0687 5.6484 0.0938 0.0349 -0.3122 -0.3702
Si 8.5885 7.5606 0.0419 -0.1288 0.1879 -0.1891
Si 4.8976 11.1359 0.069 0.2789 -0.1879 -0.1403
Si 8.3463 13.3868 0.5227 0.028 -0.0842 -0.5574
Si 11.51 15.6942 0.1688 -0.0919 -0.0341 -0.3214
Si 14.0597 2.5031 0.2163 -0.0904 0.004 -0.1355
Si 10.6768 5.2124 30.2488 -0.0113 -0.0019 -0.2516
Si 13.9772 8.2276 29.9893 -0.1442 0.138 0.0018
Si 10.5854 11.3116 30.4318 -0.1387 0.1356 -0.3976
Si 13.7287 13.5038 0.6292 -0.0315 0.0576 -0.689
Si 1.5391 1.2199 1.405 -0.0287 0.0464 -0.2712
Si 4.08 4.0535 1.5366 -0.0885 0.1966 -0.2496
Si 1.2897 6.7342 1.4172 0.1663 -0.181 -0.339
Si 3.927 9.5574 1.4935 0.1173 0.0149 -0.1907
Si 1.2491 12.2785 1.4698 0.0162 0.0125 -0.4147
Si 4.19 14.8528 1.3176 -0.0809 -0.1059 -0.2957
Si 6.8856 1.0166 1.0969 0.0713 0.1339 -0.2176
Si 9.4199 3.9668 1.2979 0.0683 -0.1253 0.0144
Si 6.8675 6.6192 1.3517 -0.0286 0.0528 -0.1251
Si 9.6335 9.4204 1.1863 0.0378 -0.023 -0.2024
Si 6.7359 12.0304 1.47 -0.2775 -0.1585 -0.2387
Si 9.7373 14.8823 1.5752 0.2596 0.0375 -0.1432
Si 12.3165 1.2324 1.3357 0.0315 0.0125 -0.2714
Si 15.0204 4.0444 1.6743 0.0215 0.0107 -0.2358
Si 12.4507 6.6242 0.8845 -0.0386 0.0508 -0.1498
Si 15.1504 9.5959 1.0579 0.0803 0.0667 -0.2332
Si 12.1973 12.0983 1.5707 -0.1608 -0.1152 -0.1438
Si 15.1777 14.9683 1.6412 0.0656 0.1662 -0.2612
Si 0.0939 2.6074 2.8209 0.0709 -0.0617 0.3266
Si 2.9022 16.2821 2.7441 -0.0629 -0.0556 -0.0883
Si 16.358 8.2135 2.6604 -0.012 0.0109 -0.145
Si 2.6929 5.4144 2.8537 -0.0978 -0.0019 0.2161
Si 0.0776 13.606 2.9527 -0.0012 0.1497 0.1348
Si 2.5834 10.87 2.846 -0.0627 0.0515 0.1011
Si 5.5496 2.5366 2.6192 0.0362 -0.0276 -0.1996
Si 8.2421 16.3086 2.7173 0.0154 -0.1149 0.1166
Si 5.4816 8.1394 2.6771 -0.01 -0.0692 0.0146
Si 8.17 5.3031 2.7705 -0.0219 0.0851 0.0583
Si 5.4562 13.5049 2.7882 0.0218 -0.049 0.2749
Si 8.1949 10.6647 2.7155 0.0027 -0.0482 -0.0295
Si 10.8651 2.6305 2.6449 0.1373 -0.166 -0.0527
Si 13.6971 16.3587 2.8371 0.0715 0.2709 0.2875
Si 11.0843 8.0457 2.488 0.0548 0.0837 -0.111
Si 13.5663 5.4837 2.6997 -0.0063 0.0058 0.0123
Si 10.9821 13.5164 2.9638 0.0073 0.0387 0.2819
Si 13.722 10.7253 2.68 -0.0543 -0.0022 0.055
Si 1.3741 4.027 4.2274 -0.0196 -0.0213 -0.2833
Si 4.1761 1.3035 4.1034 0.0485 -0.089 0.0421
Si 1.2807 9.4648 4.1753 0.0586 0.1237 -0.0025
Si 4.1173 6.8097 4.1241 -0.0859 -0.0408 -0.1547
Si 1.478 15.0096 4.1903 0.0188 -0.1008 0.034
Si 4.0411 12.2121 4.1764 0.0249 0.0974 -0.1101
Si 6.8099 3.9392 4.0964 0.1694 -0.0323 0.0218
Si 9.5641 1.3019 4.1069 -0.0988 0.0676 -0.0404
Si 6.821 9.4207 4.1413 0.0992 -0.0054 -0.0118
Si 9.6222 6.7658 3.9771 -0.0102 -0.0251 -0.0677
Si 6.8612 14.9278 4.1051 -0.1109 0.0367 -0.117
Si 9.5065 12.1249 4.132 0.0423 0.0464 -0.0383
Si 12.239 4.0414 4.0341 -0.0639 0.0317 0.0058
Si 15.0671 1.3257 4.2234 0.0063 -0.1348 -0.3343
Si 12.3268 9.3968 4.05 0.168 -0.1385 -0.0442
Si 14.9863 6.828 4.0531 -0.0685 0.0507 -0.0443
Si 12.3404 14.9678 4.2261 0.0451 0.0342 -0.135
Si 15.0062 12.1929 4.1356 0.0529 -0.0728 -0.1192
Si 16.3888 16.3994 10.9512 0.0265 -0.0024 0.0001
Si 2.7327 2.732 10.9712 0.0018 -0.0202 0.0004
Si 16.3842 5.4834 10.9772 -0.0047 0.0091 0.002
Si 2.7414 8.2231 10.9616 -0.0342 0.0264 -0.0067
Si 16.3886 10.9477 10.9524 -0.0142 -0.0059 0.0078
Si 2.7316 13.6745 10.9555 -0.0201 0.0167 0.0093
Si 5.4706 0.0038 10.9629 -0.0296 0.0274 0.0006
Si 8.2121 2.751 10.9473 -0.0585 0.0126 -0.001
Si 5.4923 5.4734 10.954 -0.0088 -0.0278 -0.0038
Si 8.2366 8.2217 10.9575 -0.0183 -0.0409 -0.0012
Si 5.4839 10.956 10.9617 -0.0505 0.0196 -0.0072
Si 8.2133 13.6866 10.9837 -0.0508 0.0243 0.0068
Si 10.9234 0.0171 10.9561 -0.0276 0.0371 0.0011
Si 13.6444 2.7482 10.9557 -0.0264 0.0286 0.0037
Si 10.9362 5.4984 10.9496 -0.0493 -0.0094 -0.0018
Si 13.6606 8.2246 10.9635 -0.0148 -0.0005 -0.0015
Si 10.9458 10.9508 10.978 -0.0216 -0.0292 0.0098
Si 13.6565 13.6751 10.9609 0.0155 -0.0086 0.0084
Si 1.3436 1.3633 12.3243 -0.0161 0.001 0.0038
Si 4.1151 4.1153 12.317 -0.0018 0.0259 0.0037
Si 1.3424 6.8891 12.3264 0.0474 -0.0347 0.0065
Si 4.0975 9.6185 12.3264 0.0228 -0.0146 0.0117
Si 1.3372 12.3365 12.3105 0.0372 -0.0063 -0.0145
Si 4.0823 15.0536 12.3207 0.005 -0.0154 -0.0091
Si 6.8369 1.3952 12.3041 0.0272 0.0041 -0.0088
Si 9.5618 4.1512 12.3033 0.063 -0.0004 -0.0081
Si 6.8743 6.8552 12.3078 -0.0187 0.0489 -0.0153
Si 9.5832 9.6019 12.3523 -0.0056 0.012 0.0143
Si 6.8289 12.3447 12.3506 0.028 -0.0147 0.0078
Si 9.5562 15.0884 12.3576 0.0245 -0.0244 0.0165
Si 12.2582 1.4125 12.3312 0.0305 -0.0541 0.0187
Si 14.9844 4.1328 12.334 0.0131 -0.0357 0.0105
Si 12.2766 6.8873 12.3231 0.0616 0.0074 -0.0156
Si 15.0045 9.6196 12.3247 0.0587 -0.0025 -0.0147
Si 12.3007 12.3336 12.3594 0.0087 0.0422 0.0009
Si 15.0082 15.0539 12.329 0.0103 0.0083 0.0054
Si 16.351 2.7348 13.661 0.0686 0.0125 -0.0138
Si 2.7041 16.3936 13.6998 0.0369 0.0084 0.0354
Si 16.3713 8.2844 13.6918 -0.0712 0.0655 0.0084
Si 2.7451 5.517 13.64 -0.0447 0.0177 -0.0243
Si 16.3708 13.6813 13.7 0.026 0.0289 0.0104
Si 2.7164 11.0128 13.684 -0.0573 0.0237 -0.0072
Si 5.5016 2.7605 13.6872 0.0039 -0.056 0.0334
Si 8.1847 0.0877 13.7216 -0.1044 0.0474 0.0168
Si 5.5274 8.2639 13.632 0.0315 -0.0975 -0.0538
Si 8.2581 5.5325 13.705 -0.0556 -0.0405 0.0042
Si 5.454 13.7365 13.7131 -0.0616 0.0213 0.0213
Si 8.2343 11.0059 13.704 -0.0488 0.0008 -0.0134
Si 10.897 2.8167 13.6984 -0.0758 0.06 -0.0292
Si 13.6313 0.04 13.6733 0.0121 0.063 -0.038
Si 10.9699 8.2662 13.7394 -0.0326 -0.0509 0.0105
Si 13.6186 5.5351 13.6973 -0.0297 0.0434 -0.0085
Si 10.9506 13.7413 13.7149 -0.0309 -0.0182 -0.021
Si 13.6767 10.9797 13.7428 0.027 -0.0626 0.0468
Si 1.3301 4.146 14.9407 0.0069 -0.058 -0.1045
Si 4.1066 1.3728 15.0165 -0.0476 0.0242 -0.0176
Si 1.3133 9.6954 15.0496 0.0611 -0.055 -0.0179
Si 4.154 6.903 14.9501 0.0755 0.0896 -0.1
Si 1.3114 15.0365 15.0856 -0.0564 -0.0366 0.0462
Si 4.0577 12.3902 15.0738 0.077 0.0169 0.0399
Si 6.8974 4.146 15.0411 -0.0036 0.0886 -0.0164
Si 9.5026 1.5209 15.0945 0.0862 -0.0326 0.0073
Si 6.8702 9.624 15.0325 -0.0692 -0.0199 -0.0052
Si 9.6139 6.9083 15.1149 0.0506 0.1086 0.0373
Si 6.7885 15.1482 15.0871 0.0697 0.0013 -0.0045
Si 9.5876 12.3935 15.0814 -0.0032 0.026 0.0032
Si 12.2206 4.2151 15.0772 0.044 -0.0452 0.0418
Si 14.9628 1.4015 15.0541 -0.0787 -0.0683 0.0116
Si 12.3199 9.6372 15.1477 0.0344 0.0744 0.0365
Si 14.9626 6.9445 15.0429 0.0628 -0.0644 -0.028
Si 12.2823 15.1393 15.0931 -0.0101 -0.0049 0.0732
Si 15.0279 12.3548 15.1329 0.0307 0.0082 0.0727
Si 16.2737 16.3779 16.4145 0.13 0.0654 0.0481
Si 2.6994 2.7773 16.2534 0.0344 -0.0375 0.0433
Si 16.3709 5.5321 16.2538 -0.0864 0.0911 0.0532
Si 2.797 8.3213 16.2214 -0.0763 -0.0245 0.0344
Si 16.4014 11.0171 16.5699 -0.1074 0.0386 0.072
Si 2.6623 13.6992 16.5239 -0.0126 0.0235 -0.0079
Si 5.414 0.083 16.5218 -0.0127 -0.0007 -0.0065
Si 8.2081 2.8979 16.5819 -0.055 -0.0082 0.0801
Si 5.5369 5.5637 16.3019 0 -0.0768 0.0323
Si 8.2902 8.3519 16.4383 0.0535 -0.1557 0.05
Si 5.4838 11.0052 16.3399 0.007 0.0062 0.0174
Si 8.229 13.8253 16.3909 -0.0683 -0.0204 0.0696
Si 10.9121 0.1923 16.4019 -0.1517 0.0049 0.0388
Si 13.5931 2.8351 16.3721 -0.0385 0.0973 0.0638
Si 10.9337 5.5712 16.587 -0.0136 0.0149 0.0149
Si 13.6541 8.2504 16.5659 -0.01 0.0954 0.1012
Si 10.9787 11.0826 16.4872 -0.0392 -0.1431 0.0209
Si 13.6416 13.7593 16.4683 0.0453 0.0446 -0.0027
Si 1.2673 1.4494 17.5751 0.004 -0.1222 -0.2277
Si 4.1066 4.1658 17.5296 0.0771 -0.0991 -0.1284
Si 1.4576 6.8825 17.4429 -0.027 0.2019 -0.203
Si 4.064 9.673 17.6735 -0.0482 0.0852 -0.1172
Si 1.3575 12.3614 18.0487 0.0842 -0.0085 0.1605
Si 3.9817 15.1122 17.8835 -0.0804 0.0971 0.0478
Si 6.7356 1.5476 17.8864 -0.0498 0.0568 0.073
Si 9.5621 4.3101 18.0777 -0.0812 -0.0064 0.1149
Si 6.9231 6.9083 17.6886 0.0828 -0.0038 -0.1704
Si 9.6663 9.717 17.8831 0.0442 0.0542 -0.1414
Si 6.8762 12.3837 17.6541 -0.0223 -0.0975 -0.2721
Si 9.5309 15.2859 17.7668 -0.0078 0.1918 -0.1236
Si 12.179 1.6116 17.8173 -0.0667 0.0831 -0.049
Si 14.95 4.2724 17.6455 -0.0765 0.0165 -0.1884
Si 12.2922 6.9078 18.0411 -0.0285 0.0024 0.0903
Si 15.0302 9.6279 17.9463 0.1078 -0.0116 0.0687
Si 12.2706 12.501 17.8982 -0.0928 -0.0396 0.0756
Si 14.9461 15.0534 17.9376 0.0041 -0.0419 0.0975
Si 16.3567 2.9038 18.8278 0.0853 -0.0623 0.2725
Si 2.467 0.2002 19.1146 0.0153 0.0424 0.0281
Si 0.3106 8.162 18.9565 0.0492 -0.1575 0.1786
Si 2.7913 5.5608 18.7794 0.0378 0.0504 0.1453
Si 16.3084 13.7071 19.5076 0.0192 0.0497 0.2171
Si 2.8327 10.8571 19.3487 -0.0637 -0.2163 0.2418
Si 5.261 2.969 19.1562 0.0308 -0.0608 0.2362
Si 8.1441 0.2154 19.2153 0.0407 -0.0457 0.2338
Si 5.5331 8.3273 18.8399 -0.135 -0.0884 0.1785
Si 8.0906 5.7507 19.4019 -0.1324 0.0465 0.1813
Si 5.4122 13.5705 19.008 0.0751 0.0099 0.2051
Si 8.3251 11.2246 19.1116 -0.0022 0.2232 0.3988
Si 10.9893 2.9644 19.4837 0.0654 -0.1135 0.1329
Si 13.5551 0.2529 19.0911 -0.0795 -0.1425 0.306
Si 10.8618 8.3182 19.4302 -0.126 0.0847 0.0997
Si 13.8006 5.5048 19.3114 0.1723 0.0349 0.2008
Si 10.9544 14.0758 19.1772 -0.033 0.1271 0.32
Si 13.5549 11.0755 19.308 0.007 -0.2089 -0.0167
Si 1.3914 4.2356 20.0625 -0.0548 0.0186 0.6484
Si 3.4382 1.9614 20.3613 -0.2411 0.3264 0.2249
Si 2.0032 8.8998 20.5795 0.1959 0.0377 -0.0384
Si 4.2271 6.8505 20.0856 0.2479 -0.0233 0.5819
Si 0.7845 15.7524 20.5927 0.0518 0.0381 0.2962
Si 4.5781 11.9194 20.5641 0.0408 0.054 0.3173
Si 6.3046 4.632 20.5323 -0.2975 0.2742 0.2202
Si 9.6321 1.4256 20.7267 -0.1046 -0.0694 0.195
Si 6.814 9.7859 20.1257 0.011 0.0808 0.5659
Si 8.9501 7.6121 20.7854 0.0417 0.0859 0.384
Si 6.8518 14.8998 20.2197 -0.0935 -0.0299 0.276
Si 9.2896 13.0829 20.4779 -0.0988 -0.1038 -0.0072
Si 12.8449 3.95 20.8713 0.229 0.0821 0.1303
Si 14.9822 1.6753 20.2418 -0.0687 0.0191 0.2824
Si 12.1394 9.8224 20.7594 -0.1273 -0.0252 0.0654
Si 15.7534 6.5002 20.289 0.2187 -0.0352 0.2034
Si 12.0088 15.766 20.6655 0.2441 -0.2593 0.1072
Si 15.1421 11.9014 20.8328 -0.1111 0.3097 0.014
Si 16.0353 9.0211 22.043 0.042 -0.0779 0.2503
Si 10.8996 14.9992 25.662 -0.2951 -0.1638 0.038
Si 5.2187 0.2352 22.1336 -0.2031 -0.2422 0.3285
Si 9.635 7.2184 23.9525 -0.3755 0.1057 0.521
Si 2.5719 13.9755 25.5247 0.1146 0.2184 -0.0489
Si 13.8747 12.6009 23.6812 -0.035 0.0061 0.4264
Si 7.7448 8.5252 27.7863 -0.0837 -0.0992 -0.4636
Si 9.5105 12.1303 25.3035 -0.0858 0.3384 0.1784
Si 15.3748 15.9026 27.8557 -0.1345 -0.1175 -0.2972
Si 6.2905 13.9752 27.7912 0.0702 0.1641 -0.4102
Si 15.2912 0.7033 24.8764 0.0313 0.2424 -0.0828
Si 2.1264 7.2108 27.9344 0.2129 0.0395 -0.5743
Si 6.7886 7.4294 25.3173 -0.1831 -0.0295 -0.2394
Si 4.5434 12.4342 23.5673 0.2009 -0.1197 0.4282
Si 1.3329 15.8427 23.606 -0.0076 0.1435 0.4074
Si 10.484 2.6522 28.3325 -0.0991 -0.0845 -0.2236
Si 6.7648 13.7457 25.0249 0.2376 -0.0002 -0.112
Si 10.8864 11.8525 22.6505 -0.0025 -0.0285 0.3083
Si 12.2166 0.1086 27.9443 -0.0628 -0.3056 -0.4778
Si 13.0199 15.4739 23.6565 -0.1336 0.0828 0.3932
Si 12.3112 5.7967 23.5915 0.0435 -0.0314 0.3662
Si 10.2093 9.2474 26.2314 -0.2284 0.1287 -0.1701
Si 7.3118 2.4485 22.5214 0.0014 0.0812 0.2505
Si 15.1429 4.0165 28.2309 0.2015 -0.0893 -0.3214
Si 3.4701 4.5324 28.417 0.2538 -0.1412 -0.5039
Si 13.6173 8.7465 23.4357 -0.2603 -0.0081 0.4775
Si 3.8967 7.0977 25.3653 0.0512 -0.1034 -0.309
Si 3.1692 4.3104 25.2953 -0.3106 0.1069 -0.2792
Si 5.0488 9.7773 25.0402 0.009 -0.2208 -0.0994
Si 14.1146 10.4047 25.831 -0.031 -0.0021 -0.0307
Si 14.4006 5.4616 25.8096 0.2785 -0.0152 -0.2291
Si 0.8803 13.4438 28.1695 0.0883 0.0325 -0.2671
Si 5.9234 10.8589 27.842 -0.0421 0.0436 -0.5993
Si 3.8984 0.1234 24.8452 -0.1698 0.1751 0.3537
Si 7.6859 2.4237 27.3938 -0.1936 -0.0173 -0.4409
Si 5.6489 2.633 25.1894 -0.4485 0.1312 0.2194
Si 0.13 3.4907 25.6427 0.1723 0.0216 -0.321
Si 12.2554 10.1435 28.1342 0.0045 0.1235 -0.4398
Si 15.5429 8.0109 27.1337 -0.0215 -0.0758 -0.4661
Si 8.0745 15.8155 26.3954 0.1515 0.072 -0.1704
O 1.8368 14.0988 29.3577 0.2896 0.0366 0.3954
O 15.0921 1.2681 0.4953 0.0899 0.1566 -0.0206
O 1.0977 3.8204 30.4747 0.0754 0.185 0.3808
O 3.0839 3.0896 29.103 -0.2055 -0.3007 0.4328
O 14.0677 4.6819 27.1999 0.0365 0.1379 0.3085
O 4.9179 5.0098 29.0465 0.224 0.2342 0.528
O 4.7439 1.2991 25.6125 0.0958 -0.1559 -0.1793
O 2.2487 8.295 29.1513 -0.213 0.0664 0.5997
O 3.8237 12.287 29.9956 0.3239 0.1439 0.385
O 13.8225 16.3033 28.2806 0.1545 0.252 0.5034
O 6.2907 12.408 28.2632 0.2666 0.0035 0.2789
O 16.3518 0.1394 29.0047 0.1383 0.2381 0.5523
O 3.8675 8.6423 24.7924 -0.1594 -0.0212 0.1373
O 2.9744 5.8689 24.7576 0.182 0.1178 -0.0592
O 4.8852 16.0674 23.6266 0.0453 -0.1247 -0.2349
O 7.3501 2.755 28.9716 0.0949 -0.3233 0.7378
O 7.3119 10.0712 27.5616 0.208 0.205 -0.111
O 4.2001 7.0316 30.382 -0.0545 -0.0569 0.3767
O 9.745 1.8754 29.6014 -0.2685 -0.0526 0.1269
O 5.2475 10.2654 29.198 -0.2625 -0.085 0.3999
O 9.3755 12.4362 30.0773 0.0771 0.0076 0.6878
O 7.3237 14.463 30.2468 0.0632 0.0219 0.0787
O 6.8619 2.427 24.1028 0.2598 -0.1335 -0.3876
O 11.1715 16.0061 29.0867 -0.0403 -0.1008 0.2434
O 0.7131 7.5273 27.1501 -0.0921 -0.1511 -0.0275
O 14.3177 2.9252 29.1161 -0.2469 -0.31 0.532
O 4.9949 10.5435 26.5078 -0.0026 0.0822 0.295
O 9.6074 6.4396 29.7863 -0.0105 0.1067 0.4454
O 9.8497 11.5143 23.8419 -0.0354 -0.0199 -0.3465
O 14.5224 11.7099 24.9095 -0.017 -0.0928 -0.0165
O 11.1907 11.1265 28.8785 -0.0289 -0.2012 0.5684
O 7.9564 12.6399 25.3142 -0.2063 -0.0408 0.3199
O 12.6716 14.5307 30.3594 -0.1985 0.1392 0.1117
O 14.6853 12.5829 30.093 0.2297 -0.4273 0.276
O 0.3946 5.3055 20.9427 -0.0208 0.0704 -0.7677
O 2.3645 3.1621 20.9585 0.4054 -0.2801 -0.8327
O 3.915 1.1076 21.6951 0.2903 0.0657 0.0148
O 1.2681 8.9982 22.087 -0.0383 -0.1474 0.0093
O 3.239 7.8367 21.0083 -0.183 0.4423 -0.3445
O 5.1702 5.8063 21.0409 0.2399 -0.1567 -0.8761
O 1.5461 15.4398 22.045 -0.1655 0.2083 -0.6001
O 16.0497 0.5596 20.9498 0.1433 -0.1535 -0.379
O 4.0389 12.5506 22.0251 -0.2944 0.0307 -0.5414
O 5.7563 10.7843 20.9828 -0.1892 -0.0593 -0.2793
O 6.4843 8.9783 24.8264 0.2088 -0.0586 0.0834
O 6.4848 1.2193 21.8717 0.0838 -0.314 -0.3814
O 10.774 0.3222 21.2691 -0.1044 0.2292 -0.3214
O 8.874 2.0983 22.0956 0.172 0.14 -0.1724
O 7.7387 8.7491 21.0828 0.328 -0.2658 -0.3457
O 9.4991 7.3906 22.346 -0.0972 -0.0121 -0.6549
O 5.4306 6.5444 25.0589 0.0874 0.0793 0.2082
O 7.7783 14.6689 27.5342 -0.1193 0.042 0.2496
O 5.6315 15.3307 21.2716 0.0581 0.0211 -0.1068
O 7.4046 15.2683 24.9793 0.1134 0.0905 0.139
O 10.201 13.0952 21.874 -0.0808 -0.0508 -0.1902
O 12.3976 4.8167 22.27 -0.0596 -0.5693 -0.4304
O 6.8483 7.446 26.9522 -0.1637 -0.1234 0.2449
O 14.0208 2.7476 21.2103 -0.2757 -0.1985 -0.6826
O 13.1054 9.4214 22.0421 -0.1349 -0.117 -0.3191
O 10.9217 10.6617 21.5354 0.2814 0.0169 -0.4804
O 15.4067 7.5879 21.5035 -0.3147 0.0956 0.095
O 13.8373 14.1514 24.1871 0.178 0.113 -0.139
O 12.9344 15.4168 22.0258 -0.2368 -0.0063 -0.4995
O 15.7822 10.3844 21.1405 0.1209 0.2444 -0.1018
O 14.771 12.5259 22.3266 0.319 0.0642 -0.5718
O 13.1558 9.4877 24.833 -0.0718 -0.2191 -0.2472
O 15.244 9.0402 23.4791 0.158 0.3112 -0.2333
O 5.9336 13.3038 23.7104 -0.0744 0.2106 -0.0368
O 1.3965 14.4921 24.5198 -0.2317 0.0396 -0.1892
O 4.8834 10.8717 23.8736 -0.1227 -0.0982 -0.0084
O 7.6527 8.1891 29.3483 0.1184 0.0613 0.1641
O 11.4654 15.3792 24.1821 -0.0906 -0.0207 -0.3463
O 1.8693 13.3236 26.8452 0.0117 -0.083 0.4396
O 7.9812 13.9686 21.0271 0.0238 -0.0403 -0.5634
O 13.7685 0.3903 24.3244 -0.2349 0.0366 -0.1256
O 16.3444 3.3616 27.279 -0.2683 -0.1414 0.5003
O 11.5932 9.0925 27.0698 0.2016 -0.1421 0.0402
O 13.1488 5.1449 24.83 -0.0094 -0.3509 -0.0699
O 13.0286 7.2388 23.3428 0.1335 0.1433 -0.2425
O 12.3525 12.146 23.2872 0.0136 -0.1783 0.1428
O 1.7092 3.5525 25.1719 -0.078 0.0401 0.0078
O 15.5846 0.1166 26.3643 -0.0304 -0.2681 0.2155
O 15.7925 4.8715 25.1595 0.1299 0.13 0.215
O 15.9347 14.339 27.8081 0.0182 0.0052 -0.0389
O 3.5231 15.2936 25.8701 -0.2341 -0.0206 -0.2715
O 3.4014 7.3205 26.9075 -0.0352 0.221 0.4295
O 6.8754 3.906 21.9206 0.0365 0.1253 -0.051
O 2.2746 5.684 28.5562 -0.0507 -0.1471 0.2511
O 4.465 3.6116 24.552 0.1296 -0.2017 0.0572
O 10.1945 8.5678 24.7326 -0.0691 -0.0896 0.028
O 8.141 6.8574 24.5902 0.1014 -0.2874 -0.2193
O 0.4147 11.9648 28.7579 -0.1284 -0.5258 0.3653
O 10.477 13.4066 25.7205 0.2309 -0.0234 -0.0051
O 2.4414 0.5286 24.1772 0.0609 -0.128 -0.2817
O 16.2439 0.0256 23.7633 -0.0777 -0.2271 -0.2981
O 3.4278 12.8846 24.6664 -0.1866 0.1187 -0.1481
O 7.5413 0.8423 26.9453 -0.3593 0.1079 0.1784
O 9.2749 2.8609 27.1928 0.3631 0.0365 0.1484
O 6.4977 3.1506 26.5087 0.0371 0.241 0.2793
O 14.962 7.9128 28.6658 -0.3644 0.1754 0.5479
O 10.9663 4.1337 28.937 0.0129 0.3632 0.327
O 9.7789 10.8361 26.2602 -0.0058 -0.0205 0.1682
O 13.3132 10.9557 27.1656 0.031 -0.1535 0.2544
O 15.3561 9.5076 26.4543 0.2721 -0.1791 -0.0402
O 9.6522 15.9544 26.078 0.0105 0.3513 0.2522
O 12.0666 15.4566 26.6933 0.0124 0.232 0.1983
O 15.7417 5.2062 29.1908 -0.0316 0.2683 0.4059
O 3.6594 4.2631 26.8358 0.3104 0.1547 0.5914
O 15.6961 2.2865 24.9175 0.0923 0.0504 -0.1028
O 14.6605 7.0391 26.1367 0.0137 0.0919 -0.0388
O 5.6966 13.7886 26.2649 0.0756 -0.1488 0.3035
O 5.4308 15.0263 28.729 0.0507 0.4103 0.7041
O 10.763 6.0301 24.1188 0.0786 -0.1082 0.0236
O 11.7099 1.6941 27.7279 -0.1113 0.4162 -0.0689
O 9.2168 8.3676 27.1593 0.2175 -0.0763 0.1091
O 12.8769 9.3044 29.3793 0.3155 -0.0923 0.4367
Si 0.0503 16.3488 5.538 -0.0551 0.1022 0.0015
Si 2.7919 2.6624 5.5122 -0.027 0.0981 -0.0182
Si 16.3592 5.4554 5.4673 0.0774 -0.0446 -0.0221
Si 2.7286 8.1481 5.5063 0.042 -0.0026 -0.0059
Si 16.3686 10.8736 5.5337 -0.0437 -0.0964 0.0262
Si 2.7622 13.6177 5.5709 0.0404 0.0227 0.0133
Si 5.5091 16.3282 5.4871 0.0542 0.0089 -0.0554
Si 8.2102 2.664 5.4944 -0.0258 -0.0296 -0.0091
Si 5.4792 5.3905 5.4567 -0.1132 -0.0128 -0.0501
Si 8.2565 8.0917 5.4446 -0.0687 0.0381 -0.0331
Si 5.4669 10.8509 5.4887 -0.0207 -0.0259 -0.0348
Si 8.2042 13.5671 5.4906 -0.0704 -0.0448 0.0107
Si 10.9272 16.3597 5.5043 0.0187 -0.0639 0.0007
Si 13.6438 2.7386 5.4734 0.0615 -0.0381 -0.0558
Si 10.9209 5.4201 5.4358 -0.0097 -0.0591 -0.0099
Si 13.6696 8.131 5.5033 -0.0406 0.0228 -0.019
Si 10.9539 10.8062 5.4403 -0.0553 -0.0033 -0.0446
Si 13.697 13.5798 5.5349 -0.0738 0.0773 0.0688
Si 1.3936 1.3399 6.8887 0.0176 -0.0616 0.0131
Si 4.1166 4.0688 6.8702 0.0128 -0.0353 0.0002
Si 1.3458 6.7923 6.8614 0.0093 -0.0036 -0.0236
Si 4.0929 9.5225 6.8721 -0.0174 0.0015 0.0051
Si 1.3512 12.2543 6.8853 -0.0018 0.0411 -0.0278
Si 4.1336 15.0061 6.891 0.0072 -0.0411 0.0082
Si 6.8437 1.3145 6.8623 0.0235 -0.0366 0.0274
Si 9.5587 4.077 6.8342 -0.0158 0.0349 -0.0237
Si 6.853 6.769 6.8217 0.1159 -0.0771 0.0019
Si 9.5737 9.4959 6.836 0.0545 -0.0315 0.0064
Si 6.821 12.2382 6.8638 -0.0048 0.0772 -0.0064
Si 9.5555 14.9783 6.8501 0.0311 0.0046 0.0073
Si 12.2901 1.3564 6.8489 -0.0121 0.0233 -0.0113
Si 15.0086 4.0977 6.8548 -0.0743 0.0622 0.0081
Si 12.2834 6.7762 6.8406 0.0583 -0.0161 -0.0175
Si 15.0045 9.5151 6.8873 0.0085 0.0505 0.0117
Si 12.2772 12.2196 6.8442 0.0559 0.0484 -0.0249
Si 15.0529 14.987 6.8785 0.1162 -0.1025 0.0067
Si 16.3984 2.7315 8.2199 0.0333 0.012 -0.0131
Si 2.7565 16.3808 8.2469 -0.0333 0.0186 0.0038
Si 16.3994 8.1735 8.2383 0.0013 0.0025 0.0012
Si 2.7329 5.4423 8.2321 -0.0348 -0.0212 -0.0015
Si 0.005 13.6377 8.2497 -0.0448 0.0168 0.0184
Si 2.737 10.9054 8.2383 0.0166 0.0132 0.0045
Si 5.485 2.7047 8.2266 -0.0004 0.0307 0
Si 8.2095 16.3644 8.228 -0.0619 0.0028 0.0069
Si 5.4932 8.1613 8.2095 -0.0586 0.0198 -0.0099
Si 8.2111 5.4426 8.2166 -0.0601 -0.0134 0.01
Si 5.4899 13.6348 8.2437 -0.0182 0.0129 0.0052
Si 8.219 10.8936 8.2152 -0.0129 0.0224 -0.0072
Si 10.9289 2.7303 8.214 0.0139 -0.0097 -0.0085
Si 13.6669 16.3869 8.2121 -0.017 0.01 -0.002
Si 10.945 8.1671 8.2147 -0.0606 -0.0073 -0.0151
Si 13.6553 5.456 8.2329 0.0014 -0.0303 0.0119
Si 10.934 13.6273 8.2145 -0.0324 0.0039 0.0069
Si 13.6504 10.9029 8.2372 -0.0062 -0.0224 0.0008
Si 1.3518 4.0984 9.6115 0.0108 0.0114 -0.0001
Si 4.1047 1.3649 9.603 -0.0017 -0.0109 -0.0047
Si 1.3533 9.5621 9.5986 0.0214 -0.0042 -0.0078
Si 4.1039 6.8291 9.5942 0.0204 -0.0224 -0.0142
Si 1.3633 15.0278 9.5951 0.0388 -0.0187 0.0037
Si 4.0963 12.2942 9.5969 -0.0089 0.0163 -0.0017
Si 6.8397 4.0928 9.5809 0.0179 -0.0219 0
Si 9.5612 1.3661 9.5774 0.0176 -0.0095 -0.0015
Si 6.8404 9.5562 9.5925 0.0267 -0.0132 -0.0058
Si 9.565 6.8327 9.5772 0.0399 0.0155 -0.0123
Si 6.8385 15.023 9.6069 0.0282 -0.0208 0.0131
Si 9.561 12.2907 9.6029 0.0151 0.0178 0.0039
Si 12.2806 4.1051 9.5897 0.0355 0.0041 -0.0027
Si 15.0183 1.3689 9.5889 0.0173 -0.0155 -0.0134
Si 12.2795 9.558 9.5974 0.039 0.0169 0.007
Si 15.014 6.8337 9.6033 0.0185 -0.0037 -0.0033
Si 12.285 15.0287 9.584 0.022 -0.0209 -0.0013
Si 15.0096 12.2932 9.5931 0.0368 0.0237 0.003

Results
total energy: -85940.860 eV
total energy less fixed offsets of O -438.35, Si -107.03 eV per atom: 13.580 eV
